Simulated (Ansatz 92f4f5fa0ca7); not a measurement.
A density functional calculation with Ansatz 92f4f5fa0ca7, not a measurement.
Periodic cell of 213 atoms, Si132O80H1, from a study of silicon, its oxide and their interface. The atomic structure is a simulated model.
Doubt: the cutoff is far below the 930 eV that the study's wrapper takes by default for these files, so forces and energies are approximate.
This geometry differs little from another in the collection (a relaxation step or a small displacement).

Settings
functional: PBE
potential files: Ansatz PAW
basis: plane waves
wave-function cutoff: 580 eV
density cutoff ratio: 5
exchange-correlation grid ratio: 1
k mesh: 1 x 1 x 1, Gamma-centred
self-consistency stop: 5e-08 eV per atom in the density residual
occupations: fixed
spin: none
net charge: +1 e, with a uniform compensating background and no finite-size correction

Cell vectors (angstrom)
a, 10.938, 0, 0
b, 0, 10.938, 0
c, 0, 0, 31.584

Atoms: element, x, y, z (angstrom)
Si, -0.558, 0.5996, 24.0809
Si, 6.1448, -0.5245, 23.9808
Si, 2.334, 3.2023, 24.395
Si, 8.6346, 2.412, 24.2848
Si, 0.5159, 4.8609, 24.1774
Si, 5.1504, 5.7132, 24.2637
Si, 3.3197, 7.5184, 24.1295
Si, 7.7688, 8.6252, 24.215
Si, 1.3097, 1.3471, 25.3896
Si, 6.8788, 1.2911, 25.3835
Si, 4.0752, 4.1402, 25.6362
Si, 9.6917, 4.0663, 25.5436
Si, 1.436, 6.7475, 25.3713
Si, 6.832, 6.853, 25.471
Si, 4.2066, 9.4988, 25.1837
Si, 9.5727, 9.644, 25.3533
Si, 2.7729, -0.0612, 26.662
Si, 8.2202, -0.0171, 26.8266
Si, 0.0559, 2.6809, 26.8857
Si, 5.5026, 2.6796, 26.7798
Si, 2.7009, 5.497, 26.9085
Si, 8.2319, 5.4641, 26.783
Si, 0.026, 8.2048, 26.6958
Si, 5.4568, 8.2253, 26.8001
Si, 4.1018, 1.3673, 28.1658
Si, 9.5708, 1.3673, 28.1658
Si, 1.3673, 4.1018, 28.1658
Si, 6.8362, 4.1018, 28.1658
Si, 4.1018, 6.8362, 28.1658
Si, 9.5708, 6.8362, 28.1658
Si, 1.3673, 9.5708, 28.1658
Si, 6.8362, 9.5708, 28.1658
Si, 0, 0, 29.533
Si, 5.469, 0, 29.533
Si, 2.7345, 2.7345, 29.533
Si, 8.2035, 2.7345, 29.533
Si, 0, 5.469, 29.533
Si, 5.469, 5.469, 29.533
Si, 2.7345, 8.2035, 29.533
Si, 8.2035, 8.2035, 29.533
Si, 1.3673, 1.3673, 30.9003
Si, 6.8362, 1.3673, 30.9003
Si, 4.1018, 4.1018, 30.9003
Si, 9.5708, 4.1018, 30.9003
Si, 1.3673, 6.8362, 30.9003
Si, 6.8362, 6.8362, 30.9003
Si, 4.1018, 9.5708, 30.9003
Si, 9.5708, 9.5708, 30.9003
Si, 2.7345, 0, 0.6835
Si, 8.2035, 0, 0.6835
Si, 0, 2.7345, 0.6835
Si, 5.469, 2.7345, 0.6835
Si, 2.7345, 5.469, 0.6835
Si, 8.2035, 5.469, 0.6835
Si, 0, 8.2035, 0.6835
Si, 5.469, 8.2035, 0.6835
Si, 4.1018, 1.3673, 2.0507
Si, 9.5708, 1.3673, 2.0507
Si, 1.3673, 4.1018, 2.0507
Si, 6.8362, 4.1018, 2.0507
Si, 4.1018, 6.8362, 2.0507
Si, 9.5708, 6.8362, 2.0507
Si, 1.3673, 9.5708, 2.0507
Si, 6.8362, 9.5708, 2.0507
Si, 0, 0, 3.418
Si, 5.469, 0, 3.418
Si, 2.7345, 2.7345, 3.418
Si, 8.2035, 2.7345, 3.418
Si, 0, 5.469, 3.418
Si, 5.469, 5.469, 3.418
Si, 2.7345, 8.2035, 3.418
Si, 8.2035, 8.2035, 3.418
Si, 1.4168, 1.3675, 4.7188
Si, 6.8228, 1.3694, 4.8433
Si, 4.0784, 4.0941, 4.7005
Si, 9.5082, 4.2063, 4.8671
Si, 1.3134, 6.8579, 4.7944
Si, 6.853, 6.8175, 4.827
Si, 4.1194, 9.5405, 4.846
Si, 9.4602, 9.6521, 4.7122
Si, 2.6821, -0.0413, 6.1647
Si, 8.1916, 0.0397, 6.2555
Si, 0.1111, 2.862, 6.0233
Si, 5.3443, 2.7128, 6.1227
Si, 2.8094, 5.5322, 6.0746
Si, 8.128, 5.5118, 6.4223
Si, -0.2172, 8.1985, 6.0098
Si, 5.4973, 8.1687, 6.2363
Si, 3.4637, 1.8203, 7.3539
Si, 10.2776, 0.9449, 7.0559
Si, 2.0003, 3.6951, 7.2416
Si, 6.2493, 4.4022, 7.4608
Si, 4.6186, 6.2588, 7.386
Si, 8.9293, 7.5686, 7.4817
Si, 0.7665, 9.9617, 7.1505
Si, 7.0911, 9.2785, 7.5746
O, 0.7226, 9.5728, 8.7827
O, 2.4648, 4.091, 9.1938
O, 10.5841, 1.4736, 8.6373
O, 6.3752, 9.6688, 9.049
O, 3.3296, 1.6404, 9.0397
O, 4.0251, 6.3901, 8.9673
O, 6.2697, 3.6708, 8.985
O, 9.6097, 7.7511, 9.0221
O, 3.111, 2.8411, 22.9633
O, 6.2144, 10.7267, 22.3226
O, 8.1004, 3.2543, 22.9591
O, 0.0117, 4.9652, 22.5748
O, 8.1222, 8.1965, 22.6444
O, 2.6888, 7.7, 22.5882
O, 5.8696, 4.8151, 23.0361
O, 10.7687, 11.1985, 22.4901
Si, 7.0442, 0.1653, 20.9475
Si, 6.9842, 2.3784, 14.7303
Si, 6.7785, 2.4143, 9.9147
Si, 3.1698, 3.68, 21.5752
Si, -3.1649, 7.2127, 21.3912
Si, -0.6243, 9.1223, 9.6044
Si, 10.0521, 11.4005, 21.0303
Si, 3.9824, 2.9792, 14.7423
Si, 4.8344, -6.2879, 18.1523
Si, 7.3051, 4.2963, 12.377
Si, -2.0063, 7.849, 16.7218
Si, 5.772, 10.4481, 10.3695
Si, 3.4366, -1.7317, 12.0865
Si, 7.28, 10.4983, 13.1877
Si, 16.0955, -3.826, 19.7288
Si, 14.0258, 0.1851, 14.3226
Si, 7.1798, 4.3341, 22.1721
Si, 0.5607, 4.8453, 21.0329
Si, 2.8937, 2.7035, 10.175
Si, 11.3006, 1.0353, 14.8911
Si, 9.4784, 1.0495, 9.7452
Si, 15.2373, 15.4489, 12.1135
Si, 5.0623, 8.9293, 14.5389
Si, 11.5447, 8.0305, 12.1787
Si, 10.1713, 5.2941, 12.7532
Si, 9.8299, 9.4472, 14.252
Si, 5.6766, 2.7022, 19.9804
Si, 8.842, 9.1242, 19.534
Si, 2.7378, 6.7061, 21.2954
Si, 9.364, 2.7571, 16.594
Si, 11.1864, 2.3297, 11.9658
Si, -0.1615, 2.8319, 19.1367
Si, 2.8141, 5.7189, 9.7896
Si, -0.43, -5.5095, 15.9724
Si, 5.9144, -3.907, 16.8801
Si, 2.0509, 3.9035, 17.1318
O, 19.0527, 1.7737, 9.2443
O, 16.7863, 5.0469, 12.1444
O, 9.367, 4.3732, 16.4481
O, 4.1205, -0.7961, 15.1163
O, 12.6238, 3.6532, 20.917
O, 1.2657, 6.2996, 20.682
O, 10.8258, 3.8851, 12.2481
O, -0.4891, 4.2789, 19.901
O, -1.4348, -8.5259, 18.1758
O, 4.2992, 9.7841, 10.7887
O, 3.4539, 5.2965, 21.8077
O, 10.8665, 1.6128, 20.2145
O, -4.1773, 3.592, 20.7927
O, -2.8829, 5.6649, 21.8032
O, 13.6677, 10.4533, 12.8732
O, 3.2663, 5.5485, 11.348
O, 8.4824, 11.8063, 21.33
O, 10.3574, 5.5425, 14.3417
O, 1.4464, 6.5217, 9.4596
O, 4.1187, 3.1689, 11.1423
O, 11.4395, 12.4837, 13.3468
O, 8.8395, -0.8997, 13.0972
O, 11.118, 8.6262, 13.6405
O, 7.0286, 1.0816, 13.7341
O, 5.5041, 2.7731, 15.3006
O, 7.2673, 3.044, 11.3329
O, 4.1987, 2.8935, 20.6288
O, 14.7777, 4.2078, 13.6456
O, 5.7419, 12.0767, 10.0522
O, -4.7302, 7.4404, 20.9307
O, 10.6939, 8.9091, 11.1376
O, 5.1753, -3.2008, 15.6163
O, 5.2087, 5.5021, 19.4893
O, 12.767, 0.467, 15.3112
O, -2.3401, 5.3062, 12.2235
O, 3.6385, 7.4878, 20.1811
O, 11.0455, 6.4701, 12.0092
O, 8.789, -3.323, 20.1743
O, 8.973, 8.5292, 15.2528
O, -0.7379, 6.8228, 16.7508
O, 6.1086, 1.1431, 20.043
O, 7.4236, -1.0845, 19.9511
O, 2.8957, 3.1336, 15.9399
O, 5.4359, -5.4776, 16.8659
O, 7.9957, 2.1293, 15.9804
O, 10.3058, -0.2104, 15.1122
O, 6.7308, 10.3056, 11.6718
O, 12.023, 4.99, 16.3851
O, 1.1579, 2.9687, 18.1432
O, 10.6991, 2.246, 15.7756
O, 6.5423, 9.5013, 14.2317
O, 3.2043, -6.3223, 18.0353
O, 7.5287, 7.0361, 16.7711
O, 5.5318, 3.1919, 18.4118
O, 5.4895, 7.7949, 18.2763
O, -1.9097, -1.9862, 17.92
O, 1.5934, 2.2813, 11.024
O, 10.0699, 10.0158, 20.1473
O, 2.1907, -2.7546, 11.7758
O, 4.4249, 8.4007, 13.1191
O, 9.2368, -0.5687, 9.6204
O, 7.4814, 14.6146, 13.8673
O, 3.7037, 1.623, 13.8948
O, 9.9699, 1.5597, 11.2026
H, 0.6034, 6.1875, 9.8768

Results
free energy: -129428.685 eV
free energy less fixed offsets of H -15.97, O -568.88, Si -635.61 eV per atom: -1.795 eV

Forces (eV/angstrom), in the order of the atoms: element, x, y, z
Si, -0.0433, 0.001, 0.0597
Si, 0.0192, -0.0265, 0.083
Si, -0.0042, 0.0324, 0.0175
Si, 0.0686, 0.0034, 0.0325
Si, 0.0372, -0.0173, 0.0552
Si, 0.0062, 0.0647, 0.0288
Si, 0.0071, -0.0258, 0.0429
Si, -0.0346, 0.0042, 0.0466
Si, -0.0022, 0.0147, -0.0107
Si, -0.0107, -0.02, -0.0143
Si, -0.0253, -0.011, -0.0315
Si, -0.0247, -0.0333, -0.0187
Si, 0.0053, 0.0108, -0.031
Si, -0.0108, 0, -0.003
Si, 0.013, -0.0072, -0.0179
Si, -0.0096, 0.0207, -0.0323
Si, 0.0033, -0.0067, 0.0093
Si, 0.0063, -0.0063, 0.0261
Si, 0.003, 0.0136, 0.0303
Si, 0.0062, 0.0012, 0.0092
Si, 0.0066, 0.0031, 0.0485
Si, 0.0088, 0.0183, 0.0029
Si, -0.0069, -0.0115, 0.0102
Si, 0.0023, -0.0042, 0.0302
Si, -0.0951, -0.3687, -0.5385
Si, -0.0774, -0.1405, 0.4647
Si, 0.0355, -0.1606, 0.8186
Si, 0.1587, -0.1939, -0.2823
Si, -0.0281, 0.4641, 0.4324
Si, 0.2199, 0.2368, -0.4252
Si, 0.2235, -0.1481, -0.7167
Si, -0.054, -0.0095, 0.1815
Si, -0.083, 0.0731, -0.0185
Si, -0.0095, -0.0525, 0.0353
Si, -0.0824, 0.0921, 0.0148
Si, 0.0497, 0.003, 0.0358
Si, -0.0021, -0.0709, 0.0345
Si, -0.0297, 0.0495, -0.0378
Si, 0.0973, 0.014, 0.0468
Si, -0.0426, 0.0426, -0.0055
Si, 0.0443, -0.0487, 0.0055
Si, -0.0122, 0.0632, -0.034
Si, 0.0373, -0.0879, 0.0033
Si, -0.0294, 0.0215, -0.0242
Si, 0.0196, 0.0411, -0.0324
Si, 0.0399, -0.0496, 0.007
Si, -0.0783, -0.0261, -0.013
Si, 0.0822, -0.0246, -0.0001
Si, 0.0459, 0.0192, 0.0348
Si, -0.0401, 0.0286, 0.019
Si, -0.0531, 0.0776, -0.0286
Si, 0.0582, -0.0637, 0.0301
Si, -0.0497, 0.0297, 0.0269
Si, 0.0324, -0.0434, 0.0362
Si, -0.0526, -0.0298, 0.024
Si, -0.0627, 0.116, -0.0255
Si, -0.0402, 0.1028, -0.0418
Si, 0.1865, 0.0475, -0.0135
Si, -0.0483, -0.2029, -0.0033
Si, -0.0075, 0.0313, -0.0262
Si, 0.0637, -0.0186, 0.0125
Si, 0.0312, 0.0793, -0.0069
Si, 0.021, 0.0127, -0.0088
Si, -0.0879, -0.2131, -0.0268
Si, -0.227, 0.2246, -0.2986
Si, 0.0463, -0.1045, 0.3866
Si, 0.1244, -0.0985, -0.9333
Si, -0.0815, 0.1951, 0.6038
Si, -0.2517, 0.0183, 0.1514
Si, 0.2662, 0.106, -0.1497
Si, -0.0564, 0.0819, 0.3326
Si, -0.3517, -0.1511, -0.3259
Si, 0.0451, 0.0426, -0.0605
Si, -0.0188, 0.0161, -0.0188
Si, 0.0133, -0.02, -0.0332
Si, 0.0092, 0.0011, -0.0107
Si, 0.015, 0.0056, -0.0071
Si, 0.0075, 0.0035, -0.022
Si, 0.0152, -0.0005, -0.0057
Si, 0.001, -0.0045, -0.0328
Si, -0.0498, -0.0341, 0.0209
Si, 0.0783, 0.0247, 0.0361
Si, 0.0131, -0.023, 0.0344
Si, -0.0623, -0.0202, 0.0314
Si, 0.0013, -0.038, 0.0286
Si, -0.0189, 0.0198, 0.0012
Si, -0.0244, 0.0084, 0.019
Si, -0.0044, -0.0218, 0.0321
Si, 0.0871, 0.105, 0.0488
Si, -0.0811, -0.0163, 0.0255
Si, -0.0426, -0.0774, -0.2735
Si, -0.0452, 0.0008, 0.023
Si, 0.0162, 0.007, 0.1212
Si, -0.0068, 0.0396, 0.013
Si, 0.0506, 0.0331, -0.0079
Si, 0.0139, -0.0527, -0.0576
O, 0.01, -0.0087, -0.0075
O, 0.0491, 0.1397, 0.3827
O, 0.0007, -0.0004, -0.0236
O, -0.0371, 0.0267, 0.0698
O, 0.032, -0.173, -0.0928
O, 0.1572, 0.1106, -0.1697
O, 0.0416, -0.0219, -0.0072
O, -0.0013, -0.0109, -0.0148
O, -0.0005, 0.0186, -0.0563
O, 0.0061, 0.0255, -0.0869
O, -0.0349, 0.034, -0.0119
O, 0.0233, -0.0007, -0.0959
O, 0.0035, -0.0407, -0.0688
O, -0.0216, -0.0016, -0.0507
O, 0.0589, -0.0296, -0.0394
O, 0.0086, -0.0112, -0.0758
Si, -0.0048, 0.0077, 0.0434
Si, -0.0108, 0.0102, -0.0482
Si, -0.0357, -0.026, -0.0172
Si, -0.0138, -0.0196, 0.044
Si, -0.0043, -0.0416, 0.0766
Si, -0.0341, 0.0111, -0.0038
Si, 0.0144, 0.0127, 0.0579
Si, 0.0081, 0.0054, -0.0554
Si, -0.0069, 0.0147, -0.0055
Si, -0.0243, -0.0292, -0.0523
Si, 0.015, -0.0117, -0.0454
Si, 0.0047, 0.0433, -0.0446
Si, -0.0024, -0.0146, -0.0388
Si, -0.0061, 0.0009, -0.0604
Si, 0.0017, -0.005, 0.0077
Si, -0.0011, 0.0113, -0.0341
Si, 0.0037, 0.0164, 0.0008
Si, 0.0176, -0.0074, 0.0422
Si, -0.1671, 0.243, -0.1885
Si, 0.018, 0.0026, -0.0504
Si, -0.0123, 0.003, -0.0333
Si, -0.0825, -0.0125, -0.156
Si, -0.0059, 0.0172, -0.0331
Si, 0.0091, -0.0104, -0.0711
Si, 0.0231, -0.0234, -0.0431
Si, -0.0016, 0.0128, -0.019
Si, 0.0109, 0.021, 0.0105
Si, 0.0001, -0.0057, -0.0151
Si, 0.0089, 0.011, 0.0587
Si, 0.0149, 0.0219, -0.0263
Si, 0.0696, -0.0213, -0.1158
Si, 0.0062, 0.0038, -0.0202
Si, -0.1573, -0.2595, -0.1233
Si, -0.0119, 0.0054, -0.0358
Si, -0.0046, 0.0026, -0.0343
Si, -0.0026, -0.0089, -0.0313
O, 0.0082, 0.0066, 0.0126
O, 0.0407, 0.009, 0.0171
O, 0.0044, -0.0226, 0.0096
O, 0.0037, -0.007, 0.0111
O, 0.0049, 0.0473, 0.0369
O, -0.004, -0.0234, 0.0135
O, -0.0268, 0.0405, 0.0329
O, 0.006, -0.0123, 0.0112
O, -0.0017, -0.0047, -0.0037
O, -0.0096, -0.0188, 0.0235
O, -0.0211, -0.0251, -0.0273
O, 0.0059, 0.0065, -0.0022
O, -0.0236, -0.0087, -0.0038
O, -0.057, 0.0231, -0.0085
O, 0.0007, 0.0045, 0.0334
O, 0.0767, 0.0181, 0.1796
O, 0.006, -0.0155, -0.0169
O, 0.002, -0.0016, 0.0378
O, -0.932, -0.4182, 0.3906
O, 0.1131, 0.0161, 0.1631
O, -0.0063, -0.0314, 0.0831
O, 0.0098, -0.0115, 0.0218
O, -0.0099, 0.0069, 0.0201
O, 0.0003, 0.0166, 0.0248
O, 0.0076, -0.0018, 0.0191
O, 0.0228, 0.0377, 0.0384
O, -0.0035, 0.0057, 0.02
O, -0.0058, -0.0288, 0.0761
O, 0.0223, -0.016, 0.0167
O, 0.02, 0.003, -0.004
O, 0.0158, -0.0096, 0.0294
O, 0.0172, -0.0175, 0.0412
O, -0.0029, -0.0123, -0.0106
O, -0.0156, 0.0064, 0.0064
O, 0.017, 0.0124, 0.0086
O, 0.0127, 0.0099, -0.017
O, -0.012, -0.0063, 0.0314
O, 0.002, 0.0123, -0.0065
O, 0.0035, -0.0015, 0.0206
O, -0.0064, -0.0013, 0.0089
O, -0.0105, 0.0187, -0.0061
O, 0.0056, -0.0078, -0.0008
O, -0.0179, 0.0162, 0.0381
O, 0.0004, 0.0034, 0.0147
O, 0.0138, -0.0019, 0.0201
O, -0.0019, 0.0029, 0.0014
O, 0.0162, -0.0068, 0.0586
O, 0.0057, -0.0139, 0.0131
O, -0.0025, -0.0004, -0.0067
O, -0.016, 0.0078, 0.0278
O, -0.0098, -0.0079, 0.0092
O, 0.0197, -0.0007, 0.0095
O, -0.0112, -0.0009, 0.0146
O, 0.004, -0.0123, -0.0022
O, -0.0011, 0.0062, 0.0093
O, 0.0034, 0.0036, 0.0176
O, -0.0537, -0.0341, 0.0788
O, -0.0017, -0.0064, -0.0039
O, 0.0004, 0.0137, 0.0214
O, 0.0086, 0.0058, 0.0219
O, 0.0099, -0.0143, 0.0054
O, 0.0022, -0.027, 0.0412
O, -0.0029, 0.0004, 0.0233
O, 0.009, 0.0171, 0.0219
H, 0.9316, 0.4275, -0.3445

The program warned: the cutoff lies below the one the program advises for these potential files; the forces do not sum to zero within the program's tolerance; the exchange-correlation potential is rough where the density is thin.
